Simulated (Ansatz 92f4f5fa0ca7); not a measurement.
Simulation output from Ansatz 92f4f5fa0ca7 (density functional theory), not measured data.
Periodic cell of 225 atoms, Si133O88H4, from a study of silicon, its oxide and their interface. The atomic structure is a simulated model.
Doubt: the cutoff is low for norm-conserving oxygen, so forces and energies are approximate.
Doubt: the program's own warning below bears on the result.

Settings: functional HSE06; potential files SPMS norm-conserving; basis plane waves; wave-function cutoff 800 eV; density cutoff ratio 4; exchange-correlation grid ratio 1; k mesh 1 x 1 x 1, Gamma-centred; occupations fixed; spin none; net charge 0.

Cell vectors (angstrom)
a 10.938 0 0
b 0 10.938 0
c 0 0 31.948

Atoms: element, x, y, z (angstrom)
Si 0.2857 10.569 24.4116
Si 5.2261 0.1673 24.5333
Si 2.9739 2.3755 24.5304
Si 7.9328 2.9445 24.4954
Si 10.6341 5.4503 24.4457
Si 5.7556 5.2268 24.4477
Si 2.5806 8.373 24.5389
Si 8.5294 7.8137 24.4244
Si 1.3512 1.2665 25.8015
Si 6.8278 1.3327 25.8008
Si 4.1294 4.0572 25.7411
Si 9.4882 4.0391 25.8923
Si 1.3618 6.7018 25.6897
Si 6.8889 6.792 25.795
Si 4.0916 9.547 25.8883
Si 9.6037 9.4713 25.7345
Si 2.7331 -0.0146 27.2209
Si 8.2404 -0.0447 27.119
Si 0.0138 2.6952 27.1573
Si 5.4817 2.7188 27.1727
Si 2.7579 5.4304 27.119
Si 8.1988 5.4629 27.2275
Si 0.0468 8.1392 27.1329
Si 5.5083 8.1729 27.1608
Si 4.1018 1.3673 28.5298
Si 9.5708 1.3673 28.5298
Si 1.3673 4.1018 28.5298
Si 6.8362 4.1018 28.5298
Si 4.1018 6.8362 28.5298
Si 9.5708 6.8362 28.5298
Si 1.3673 9.5708 28.5298
Si 6.8362 9.5708 28.5298
Si 0 0 29.897
Si 5.469 0 29.897
Si 2.7345 2.7345 29.897
Si 8.2035 2.7345 29.897
Si 0 5.469 29.897
Si 5.469 5.469 29.897
Si 2.7345 8.2035 29.897
Si 8.2035 8.2035 29.897
Si 1.3673 1.3673 31.2643
Si 6.8362 1.3673 31.2643
Si 4.1018 4.1018 31.2643
Si 9.5708 4.1018 31.2643
Si 1.3673 6.8362 31.2643
Si 6.8362 6.8362 31.2643
Si 4.1018 9.5708 31.2643
Si 9.5708 9.5708 31.2643
Si 2.7345 0 0.6835
Si 8.2035 0 0.6835
Si 0 2.7345 0.6835
Si 5.469 2.7345 0.6835
Si 2.7345 5.469 0.6835
Si 8.2035 5.469 0.6835
Si 0 8.2035 0.6835
Si 5.469 8.2035 0.6835
Si 4.1018 1.3673 2.0507
Si 9.5708 1.3673 2.0507
Si 1.3673 4.1018 2.0507
Si 6.8362 4.1018 2.0507
Si 4.1018 6.8362 2.0507
Si 9.5708 6.8362 2.0507
Si 1.3673 9.5708 2.0507
Si 6.8362 9.5708 2.0507
Si 0 0 3.418
Si 5.469 0 3.418
Si 2.7345 2.7345 3.418
Si 8.2035 2.7345 3.418
Si 0 5.469 3.418
Si 5.469 5.469 3.418
Si 2.7345 8.2035 3.418
Si 8.2035 8.2035 3.418
Si 1.384 1.3279 4.7141
Si 6.7968 1.4095 4.843
Si 4.0402 4.1796 4.7886
Si 9.5223 4.1309 4.7904
Si 1.3471 6.889 4.7886
Si 6.8698 6.821 4.7936
Si 4.1158 9.5811 4.8283
Si 9.5101 9.6641 4.7418
Si 2.7461 0.0652 6.1744
Si 8.1931 0.0479 6.2262
Si -0.0404 2.6647 5.9846
Si 5.4266 2.8635 6.1761
Si 2.6949 5.5835 6.2229
Si 8.2532 5.5269 6.2658
Si 0.0055 8.3676 6.045
Si 5.5356 8.2107 6.1701
Si 3.7453 1.7931 7.4448
Si 9.8235 1.2097 7.5175
Si 1.4145 3.8949 7.2696
Si 6.5383 4.4635 7.5308
Si 4.3253 6.7403 7.5684
Si 9.5305 7.2001 7.4552
Si 1.1205 9.8908 7.4741
Si 7.1714 9.2911 7.5136
O 9.6219 6.6506 23.9072
O 4.1114 1.2827 24.0183
O 8.3393 8.2039 8.0408
O 2.5716 2.8818 7.8691
O 6.8424 4.0843 23.9472
O 1.4511 9.4618 24.0298
O 5.4095 5.5844 8.064
O -0.0016 0.0661 7.9856
H 7.0698 3.8151 8.7638
H 6.5451 9.8443 8.7488
O 10.6442 6.8178 8.6468
O 1.7182 9.208 8.8515
O 4.2515 1.2968 8.914
O 0.3516 4.2643 8.481
O 9.2554 1.9601 8.8909
O 3.7602 7.5074 8.9299
H 7.961 8.3899 23.174
H 8.584 2.3593 23.2856
O 5.2329 5.9803 23.0751
O 2.2436 2.8747 23.1496
O 10.6702 0.1317 22.9332
O 0.0494 4.4211 23.1864
O 3.4077 7.9204 23.1947
O 5.905 10.4091 23.2006
Si 9.573 9.3098 14.993
Si 2.4527 4.9522 11.6148
Si 0.8524 0.6907 14.7061
Si 10.0424 9.9357 18.8724
Si 6.825 0.3794 11.6687
Si 9.5737 7.1773 12.7215
Si 2.0373 9.2045 17.9611
Si 2.9726 8.6863 9.7554
Si 4.1747 2.4912 16.8617
Si 4.4883 7.1669 22.2426
Si 10.8727 5.3452 16.7659
Si 2.6157 6.3788 17.8762
Si 0.9691 2.5537 17.2674
Si 5.7393 6.6025 16.9785
Si 8.6011 4.7108 11.4956
Si 11.0014 5.4796 9.5229
Si 3.0907 0.1184 20.2109
Si 1.6433 7.5605 12.471
Si 5.7135 9.8961 21.663
Si 1.3691 1.8817 11.7741
Si 0.2527 0.5672 21.4416
Si 2.6961 9.4384 14.831
Si 8.9375 3.3076 15.5651
Si 1.0253 3.4831 22.2611
Si 9.3599 1.8434 10.5296
Si 5.588 8.7765 15.0033
Si 6.8116 8.2922 12.2924
Si 3.0443 5.0711 20.488
Si 9.3969 1.6363 18.2471
Si 7.9462 0.903 14.4393
Si 5.952 4.2899 15.1336
Si 7.0022 0.9156 19.7873
Si 5.5698 5.4747 12.1271
Si 4.658 2.7 19.7695
Si 4.0362 0.5995 10.3617
Si 6.0425 0.2719 16.7877
Si 8.7283 7.6584 17.6092
O 0.113 1.7633 18.4447
O 6.0185 9.6701 16.2915
O 1.4858 5.5266 10.3784
O 6.9566 4.8949 11.4116
O 3.3899 1.6778 19.8666
O 7.1176 7.2248 17.6964
O 6.9549 1.0453 13.1608
O 5.7079 7.1159 11.9596
O 5.4216 1.0208 11.128
O 10.2622 10.6743 20.34
O 8.9875 8.7139 16.3872
O 1.8865 3.4445 11.9277
O 0.5865 1.8485 15.8319
O 8.9009 2.7122 17.1135
O 8.8539 3.1034 11.456
O 4.942 3.0586 18.1942
O 2.3673 11.0289 14.7615
O 7.0731 1.0583 15.8084
O 9.5672 5.2367 10.277
O 2.5863 2.6092 17.193
O 1.4506 6.1039 16.6667
O 2.1492 7.7374 18.6403
O 5.9857 2.0267 20.4188
O 9.1721 8.5308 18.9491
O 3.619 6.4947 21.0351
O 0.806 1.3468 13.216
O 2.1622 6.0345 12.8245
O 8.4171 1.7495 19.5748
O 1.833 8.4897 13.8051
O 2.665 1.0647 11.1617
O 9.2355 10.9826 17.8829
O 6.9681 10.5375 20.7897
O 9.1731 2.0025 14.5544
O 11.0074 7.4628 11.9985
O 6.7382 8.5824 13.8911
O 6.4688 0.3622 18.3457
O 0.3874 4.0344 17.6007
O 9.1902 5.5646 12.7953
O 8.5502 10.3469 14.2846
O 8.2635 0.664 10.9079
O 2.4638 8.1547 11.2047
O 4.2388 9.3388 14.3166
O 6.5524 9.7075 11.5547
O 5.597 8.2497 21.6688
O 9.7477 7.9139 14.1625
O 8.3327 7.8429 11.8944
O 2.5352 5.1677 18.9456
O 1.7667 0.0412 21.1425
O 1.7118 4.5349 21.2369
O 10.9733 1.6656 10.8286
O 10.0159 4.5798 15.5208
O 4.2965 4.0316 20.6109
O 5.5618 5.0122 13.7122
O 0.4954 9.661 18.0827
O 4.2602 6.5535 17.6929
O 3.9705 9.9292 10.0956
O 2.5234 9.0062 16.4057
O 2.9477 10.2682 18.7855
O 7.4738 3.7319 14.9629
O 5.3412 7.3073 15.5807
O 10.9091 10.2686 15.0591
O 4.3116 10.4216 21.0463
O 4.554 0.9187 16.6457
O 4.7055 3.276 15.5162
O 9.7641 6.3685 17.4375
O 0.2479 2.2358 21.4899
O 6.1609 5.1229 16.5165
O 4.1234 4.9789 11.4423

Results
free energy: -54549.537 eV
free energy less fixed offsets of H -15.86, O -447.96, Si -113.29 eV per atom: 1.953 eV
gap between the highest filled and lowest empty level on this k mesh: 1.245 eV

The program warned: the cutoff lies below the one the program advises for these potential files; the model core charge is not resolved on the grid; the forces do not sum to zero within the program's tolerance; the exchange-correlation potential is rough where the density is thin.
